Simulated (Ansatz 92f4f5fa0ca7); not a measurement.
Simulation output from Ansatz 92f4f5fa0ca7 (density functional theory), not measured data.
Periodic cell of 288 atoms, Si194O94, from a study of silicon, its oxide and their interface. The atomic structure is a simulated model.
Doubt: the cutoff is far below the 930 eV that the study's wrapper takes by default for these files, so forces and energies are approximate.
This geometry differs little from another in the collection (a relaxation step or a small displacement).

Settings
functional: PBE
potential files: Ansatz PAW
basis: plane waves
wave-function cutoff: 580 eV
density cutoff ratio: 5
exchange-correlation grid ratio: 1
k mesh: 1 x 1 x 1, Gamma-centred
self-consistency stop: 5e-08 eV per atom in the density residual
occupations: fixed
spin: none
net charge: 0

Cell vectors (angstrom)
a	11.6015	0	0
b	0	10.938	0
c	0	0	41.2506

Atoms: element, x, y, z (angstrom)
Si	0	0	0.9665
Si	3.8672	0	0.9665
Si	7.7343	0	0.9665
Si	1.9336	1.3673	0.9665
Si	5.8008	1.3673	0.9665
Si	9.6679	1.3673	0.9665
Si	0	5.469	0.9665
Si	3.8672	5.469	0.9665
Si	7.7343	5.469	0.9665
Si	1.9336	6.8362	0.9665
Si	5.8008	6.8362	0.9665
Si	9.6679	6.8362	0.9665
Si	1.9336	2.7345	40.2835
Si	5.8008	2.7345	40.2835
Si	9.6679	2.7345	40.2835
Si	0	4.1018	40.2835
Si	3.8672	4.1018	40.2835
Si	7.7343	4.1018	40.2835
Si	1.9336	8.2035	40.2835
Si	5.8008	8.2035	40.2835
Si	9.6679	8.2035	40.2835
Si	0	9.5708	40.2835
Si	3.8672	9.5708	40.2835
Si	7.7343	9.5708	40.2835
Si	0	0	4.8337
Si	3.8672	0	4.8337
Si	7.7343	0	4.8337
Si	1.9336	1.3673	4.8337
Si	5.8008	1.3673	4.8337
Si	9.6679	1.3673	4.8337
Si	0	5.469	4.8337
Si	3.8672	5.469	4.8337
Si	7.7343	5.469	4.8337
Si	1.9336	6.8362	4.8337
Si	5.8008	6.8362	4.8337
Si	9.6679	6.8362	4.8337
Si	1.9336	2.7345	2.9001
Si	5.8008	2.7345	2.9001
Si	9.6679	2.7345	2.9001
Si	0	4.1018	2.9001
Si	3.8672	4.1018	2.9001
Si	7.7343	4.1018	2.9001
Si	1.9336	8.2035	2.9001
Si	5.8008	8.2035	2.9001
Si	9.6679	8.2035	2.9001
Si	0	9.5708	2.9001
Si	3.8672	9.5708	2.9001
Si	7.7343	9.5708	2.9001
Si	0.1399	-0.2193	30.6979
Si	3.7906	0.3121	30.6156
Si	9.7333	0.9364	30.6367
Si	1.7489	1.4072	30.6894
Si	5.6671	1.6968	30.4906
Si	7.9441	-0.5473	30.4516
Si	0.1232	5.2758	30.7039
Si	5.3545	7.1133	30.4434
Si	8.215	5.7384	30.0692
Si	1.9317	6.7348	30.7404
Si	3.8296	5.3922	30.6156
Si	10.0988	6.9107	30.5654
Si	1.9581	2.7001	32.6373
Si	5.8313	2.7207	32.6001
Si	9.7211	2.4377	32.5585
Si	-0.0229	3.929	32.6049
Si	3.8844	4.0705	32.5804
Si	7.8526	3.8746	32.6444
Si	1.9761	8.1898	32.6085
Si	5.6353	8.2542	32.5131
Si	9.7124	8.1078	32.5754
Si	0.015	9.4694	32.668
Si	3.7957	9.7336	32.536
Si	7.7021	9.372	32.5368
Si	0.0412	-0.0535	34.5517
Si	3.8605	0.002	34.5423
Si	7.7352	-0.0976	34.4329
Si	1.9431	1.3408	34.5544
Si	5.8177	1.3027	34.4839
Si	9.6869	1.2298	34.5459
Si	0.0073	5.4132	34.4697
Si	3.8749	5.4362	34.5025
Si	7.7491	5.435	34.4413
Si	1.9495	6.785	34.5017
Si	5.7812	6.8064	34.4133
Si	9.6875	6.7658	34.4986
Si	1.9327	2.7412	36.4425
Si	5.8162	2.7071	36.4031
Si	9.6603	2.7145	36.4049
Si	-0.0033	4.0848	36.4239
Si	3.8822	4.0754	36.4284
Si	7.7289	4.0952	36.4054
Si	1.9436	8.1701	36.4231
Si	5.8105	8.1603	36.3844
Si	9.6702	8.1783	36.4067
Si	0.0146	9.521	36.4555
Si	3.8798	9.5312	36.4301
Si	7.7305	9.5383	36.4089
Si	0	0	38.3499
Si	3.8672	0	38.3499
Si	7.7343	0	38.3499
Si	1.9336	1.3673	38.3499
Si	5.8008	1.3673	38.3499
Si	9.6679	1.3673	38.3499
Si	0	5.469	38.3499
Si	3.8672	5.469	38.3499
Si	7.7343	5.469	38.3499
Si	1.9336	6.8362	38.3499
Si	5.8008	6.8362	38.3499
Si	9.6679	6.8362	38.3499
Si	1.9882	2.7098	6.814
Si	5.781	2.7894	6.7058
Si	9.6818	2.7333	6.7868
Si	0.0372	4.0459	6.7112
Si	3.8589	4.1566	6.7914
Si	7.7447	4.0858	6.735
Si	1.9108	8.2291	6.8136
Si	5.7884	8.2645	6.7365
Si	9.6561	8.2624	6.699
Si	-0.0082	9.6282	6.804
Si	3.8449	9.6011	6.8058
Si	7.7237	9.6283	6.7804
Si	0.0304	0.1329	8.7303
Si	3.9334	-0.0299	8.8021
Si	7.7139	0.1558	8.6685
Si	2.006	1.4019	8.8407
Si	5.7615	1.4794	8.6333
Si	9.6486	1.5013	8.8246
Si	-0.0029	5.4362	8.5761
Si	3.8753	5.5641	8.727
Si	7.6928	5.4941	8.6081
Si	1.8906	6.867	8.775
Si	5.8204	6.9054	8.6402
Si	9.6732	6.7803	8.4966
Si	1.9123	2.8997	10.7169
Si	5.7177	2.815	10.5845
Si	9.4778	2.9391	10.7932
Si	-0.0788	4.1677	10.547
Si	3.8394	4.2928	10.7095
Si	7.5648	4.3451	10.6705
Si	1.3454	7.801	10.9283
Si	6.1714	8.053	10.6564
Si	9.742	8.3474	10.2073
Si	-0.0203	9.6707	10.5936
Si	4.5474	9.843	10.8937
Si	7.8634	9.6207	10.4745
Si	-0.1251	0.3706	13.4314
Si	5.5879	0.8095	11.9283
Si	7.6367	-0.1772	12.5288
Si	1.9497	2.623	13.0882
Si	4.6141	1.3433	13.9597
Si	8.893	1.8063	12.8771
Si	0.1442	5.9652	12.0351
Si	1.5238	4.9607	13.6595
Si	7.4312	6.3774	12.0478
Si	3.0755	8.6387	12.2752
Si	5.9618	5.7068	14.7026
Si	9.7056	7.1058	12.1365
O	3.8702	7.2445	12.7388
O	7.0142	6.3805	13.6533
O	6.6644	4.4673	15.474
O	1.2344	1.2423	13.6427
O	7.502	9.7168	13.8541
O	5.4878	6.8064	15.8002
O	5.7376	12.897	15.0083
O	8.0317	2.8069	13.8927
O	2.6263	9.5701	13.5894
O	4.7295	5.0704	13.8561
O	3.4759	2.5184	13.7051
O	11.4165	10.6669	11.9303
O	8.401	5.0853	28.575
O	4.0166	10.4357	29.2068
O	3.7919	4.521	29.1881
O	0.4721	9.9182	29.2656
O	6.7485	11.4623	30.1001
O	6.8869	6.6808	30.0743
O	0.1755	4.5982	29.1725
O	5.7617	2.7969	29.2546
O	4.7142	7.928	29.1407
O	1.2935	2.2324	29.3233
O	13.3151	7.5789	29.3097
O	8.0387	9.2804	29.2102
Si	-0.0733	5.1923	18.7494
Si	10.629	8.6833	14.7412
Si	2.8734	2.6433	26.4443
Si	4.5697	9.2811	28.2321
Si	-0.8926	3.7658	22.9745
Si	-1.9972	2.0793	20.8298
Si	13.8488	3.8532	23.6549
Si	2.2073	6.9231	23.5771
Si	8.2962	4.2796	24.5948
Si	7.4986	8.8463	27.704
Si	9.8014	1.6792	27.6364
Si	0.4268	8.3854	28.7004
Si	5.5431	10.6807	24.2669
Si	2.9652	8.3152	18.1216
Si	-0.2645	12.9368	18.3667
Si	2.4255	11.3029	17.5741
Si	4.1575	4.1449	21.2009
Si	9.6698	10.2871	25.8884
Si	5.2156	10.5037	21.3655
Si	7.8755	1.4235	25.353
Si	2.9801	10.5657	26.015
Si	0.5932	8.7951	25.5372
Si	7.2839	0.6189	19.717
Si	5.3463	8.3338	16.3446
Si	4.9773	3.85	28.2722
Si	3.4614	10.4016	14.7756
Si	4.4857	1.6377	19.4689
Si	7.0576	2.9119	15.2248
Si	3.6151	5.5899	12.7623
Si	6.7648	5.5626	22.1047
Si	1.0256	6.6637	16.2242
Si	5.0448	8.1251	23.0419
Si	0.6332	3.3083	28.2907
Si	8.6555	1.1884	17.0364
Si	7.431	5.6177	27.3717
Si	7.9819	9.6173	15.4296
Si	2.2302	6.4381	20.5338
Si	9.2996	5.016	20.6319
O	-0.0046	3.6089	18.3692
O	10.3413	4.9662	21.9092
O	2.6082	7.6686	19.5577
O	2.3859	5.4018	24.123
O	3.6766	7.6103	23.7525
O	2.2724	7.4797	16.8888
O	-2.6365	3.4646	20.2268
O	9.9124	4.1152	24.3605
O	2.5001	11.0123	15.9662
O	1.7268	6.9583	22.0045
O	11.7458	7.6748	15.3151
O	9.3114	8.7021	15.7035
O	4.0199	3.1168	19.9464
O	1.5282	5.4413	15.2612
O	1.5767	10.0743	25.3762
O	10.6992	9.2983	25.1232
O	2.3897	9.8321	18.2688
O	7.3956	7.2484	27.3932
O	-0.7881	1.5504	19.8553
O	3.7352	1.2284	18.073
O	2.7055	1.0486	26.7801
O	8.1157	0.3747	18.3444
O	6.1183	1.7114	19.3326
O	6.0288	9.5409	27.5506
O	1.0775	7.6323	24.5089
O	6.4919	0.5666	25.2966
O	8.3692	1.9139	26.8546
O	1.7757	3.6061	27.1718
O	8.4692	9.4215	26.5486
O	4.4672	9.2483	15.3362
O	0.0957	6.0634	17.4003
O	3.2384	3.544	22.4015
O	7.5875	5.1169	23.4184
O	3.6022	5.5926	20.7284
O	7.8026	2.5124	16.6232
O	4.1157	0.4911	20.588
O	5.9765	6.9282	22.4799
O	4.3466	3.0859	26.9851
O	6.4985	-0.6661	20.3557
O	5.7094	4.3919	21.6586
O	8.035	5.0708	25.9772
O	5.6637	11.2866	22.7442
O	-1.4234	2.3484	22.3307
O	3.505	9.3443	26.9884
O	5.8688	9.0627	24.1201
O	1.0999	5.4989	19.8383
O	10.3652	0.2228	27.1044
O	1.0949	12.1433	17.9735
O	10.09	5.6727	19.3709
O	4.5829	8.3188	17.7986
O	9.0525	0.4165	24.8003
O	7.9034	5.8093	20.9403
O	10.9675	2.786	27.3869
O	5.9424	5.0078	27.6548
O	2.7273	2.8611	24.8414
O	7.636	2.7865	24.5151
O	6.8216	9.0336	16.4124
O	0.5227	8.2815	27.0849
O	8.4471	0.1967	15.7732
O	0.6925	3.6011	23.2378
O	4.0182	10.8413	24.7971
O	10.2088	1.6127	17.2514
O	8.3585	1.0414	20.8718
O	4.602	9.0529	21.7598
O	9.5179	1.7906	29.2294
O	10.0498	8.2305	13.3008
O	-1.2959	1.4834	13.6509
O	11.3209	-0.7839	14.5683
O	-1.0021	7.7637	29.2131
O	7.9693	4.5506	31.14

Results
free energy: -176783.803 eV
free energy less fixed offsets of O -568.88, Si -635.61 eV per atom: -0.743 eV

Forces (eV/angstrom), in the order of the atoms: element, x, y, z
Si	-0.0001	0.0378	0.0241
Si	0.002	0.052	0.0203
Si	0.0012	0.0476	0.003
Si	-0.0033	-0.054	0.0065
Si	0.0018	-0.0159	-0.0135
Si	0.0016	-0.0604	0.002
Si	-0.0084	0.0169	-0.0057
Si	0.001	0.0461	0.0004
Si	0.0026	0.0341	-0.0084
Si	-0.0052	-0.0632	0.0059
Si	0.0057	-0.045	-0.0089
Si	0.0035	0.0079	-0.0317
Si	0.0097	0.0213	0.0283
Si	0.0007	0.0298	-0.0002
Si	-0.0034	0.0417	0.0159
Si	0.0034	-0.0259	-0.0137
Si	0.0022	-0.0394	-0.0041
Si	0.0025	-0.0469	-0.0176
Si	0.0058	0.0373	0.0151
Si	0.0058	0.0617	-0.0184
Si	-0.0103	0.0166	-0.0058
Si	-0.0145	-0.0079	0.014
Si	0.0027	-0.0226	0.0051
Si	0.0128	-0.0491	-0.006
Si	0.0097	0.1157	0.0342
Si	-0.0918	0.0923	0.1044
Si	0.0098	0.1836	-0.0895
Si	0.1383	-0.0484	0.1695
Si	-0.0631	-0.0122	-0.1926
Si	-0.0174	-0.0906	0.1268
Si	0.102	-0.0297	-0.138
Si	-0.0586	0.1711	0.0442
Si	0.0387	0.1062	-0.0788
Si	-0.0406	0.1093	0.2651
Si	0.0008	0.0798	0.006
Si	-0.0237	0.1014	-0.2845
Si	-0.018	0.0993	0.0598
Si	-0.0092	-0.015	-0.0168
Si	0.0104	0.0859	0.0376
Si	-0.0082	0.0383	-0.0613
Si	0.0014	-0.049	-0.0002
Si	0.0045	-0.0081	-0.0261
Si	-0.0181	0.0853	0.0292
Si	0.0037	0.0063	-0.0381
Si	0.026	-0.0676	-0.0651
Si	0.0036	-0.0567	0.0061
Si	0.0209	-0.0876	0.0458
Si	-0.0118	-0.0518	0.0136
Si	0.0028	0.0073	0.0089
Si	0	0.0064	0
Si	0.0058	-0.0083	-0.0018
Si	-0.0019	-0.009	0.0009
Si	-0.0024	0.0045	-0.0015
Si	-0.0031	-0.0008	-0.0122
Si	0.0075	0.0002	0.0073
Si	-0.0046	-0.0034	-0.0023
Si	-0.0036	-0.0064	-0.0025
Si	-0.0059	-0.0023	0.0064
Si	-0.0045	0.006	-0.0014
Si	0.0033	0.0007	-0.0065
Si	0.0038	0.0017	0.0024
Si	-0.0029	-0.0059	0.0002
Si	0.0057	-0.0025	0.0081
Si	0.0017	0.0017	-0.0001
Si	-0.0025	-0.0031	0.0066
Si	-0.0067	0.0023	0.004
Si	-0.0022	0.002	0.001
Si	-0.0085	-0.0035	0.0062
Si	0.0013	0.0059	0.0109
Si	-0.0021	-0.005	0.0011
Si	-0.0028	-0.004	0.0092
Si	0.01	0.0057	0.0046
Si	0.0016	0.003	-0.0081
Si	-0.0028	0.003	-0.0068
Si	0	0.0003	-0.0061
Si	0.0004	-0.0031	-0.0017
Si	0.0015	0.0014	-0.0025
Si	-0.0012	-0.0006	-0.004
Si	0.0013	0.002	0.0008
Si	-0.0053	0.0037	-0.0019
Si	0.0062	0.0067	0.0041
Si	0.0023	-0.0024	-0.0059
Si	-0.0038	-0.0006	-0.0061
Si	-0.0015	0.0003	-0.006
Si	-0.0014	0.0044	0.0009
Si	-0.001	0.0034	0.002
Si	-0.0011	0.0047	0.0017
Si	-0.0001	-0.0034	0.0015
Si	-0.0001	-0.0042	0.0002
Si	-0.0018	-0.0048	0.0033
Si	-0.0013	0.0016	0.0004
Si	0.0011	0.0052	0.004
Si	-0.0009	0.0036	0.0015
Si	-0.0016	-0.0018	0.0031
Si	-0.0001	-0.0022	0.0001
Si	0.0005	-0.0016	0.0006
Si	0.0197	-0.0079	0.0629
Si	0.0204	-0.0588	-0.0171
Si	-0.0153	-0.0532	-0.1214
Si	-0.0032	-0.1224	0.0933
Si	0.0282	-0.0908	-0.0197
Si	-0.0243	-0.0588	0.0002
Si	-0.0528	0.0165	-0.0091
Si	0.0486	-0.0148	0.0267
Si	0.0036	-0.024	-0.0394
Si	0.0361	-0.1843	0.0941
Si	-0.0038	-0.1222	-0.0875
Si	-0.0017	-0.0859	0.0106
Si	0.0027	0.0079	-0.0029
Si	0.0015	0.0038	0.0008
Si	-0.0001	0.0033	-0.0021
Si	-0.0032	-0.0038	0.0039
Si	-0.0018	-0.0016	0.0018
Si	-0.0011	-0.0035	-0.0001
Si	-0.0033	0.0012	0.0037
Si	0.0021	0.0031	0.0028
Si	0.0018	-0.0026	-0.0009
Si	0.0002	-0.0032	-0.0034
Si	0.0011	-0.0025	-0.0012
Si	0.0003	-0.0036	-0.0023
Si	0	0.0004	-0.0032
Si	0.0057	-0.0002	0.0047
Si	-0.0024	0.0009	0.0015
Si	-0.0041	-0.0067	0.0045
Si	0.0064	-0.0036	0.0032
Si	-0.0027	0.0013	0.0035
Si	0.0158	0.0069	0.0003
Si	0.0045	0.0023	-0.0014
Si	0.0119	0.0038	0.0006
Si	-0.0107	-0.0005	0.001
Si	-0.0057	-0.0083	-0.0057
Si	-0.0204	0.0087	0.0055
Si	-0.0043	-0.0036	-0.0052
Si	-0.0095	-0.0047	0.004
Si	0.004	-0.0052	-0.0008
Si	-0.0147	-0.0031	-0.0053
Si	0.0068	0.0093	0.0126
Si	0.0028	0.0066	0.0021
Si	-0.0057	-0.0087	-0.0011
Si	0.0191	0.0067	-0.0025
Si	0.0047	0.0017	-0.0038
Si	0.0024	-0.0157	0.0041
Si	-0.0046	0.0133	0.0032
Si	0.0002	-0.0122	-0.0058
Si	-0.007	-0.0051	-0.002
Si	0.0014	-0.0098	-0.0073
Si	-0.0033	-0.0002	-0.0011
Si	0.005	-0.0163	0.0069
Si	0.0046	-0.0084	0.003
Si	0.0108	0.0029	-0.0062
Si	0.0036	0.0105	-0.0066
Si	-0.0064	0.0058	0.0141
Si	-0.0046	-0.0153	-0.0031
Si	-0.0026	0.0154	0.0119
Si	-0.0076	0.0096	-0.005
Si	-0.0004	0.0064	-0.0049
O	-0.0019	-0.0144	0.0007
O	-0.0189	-0.0105	0.017
O	-0.0014	0.0029	-0.0002
O	0.0018	0.0082	-0.0026
O	0.0014	-0.0006	0.0085
O	-0.0001	0.0078	-0.0064
O	0.0023	0.0015	0.0015
O	-0.0024	-0.0027	0.0024
O	-0.0011	0.0034	-0.0046
O	0.0184	0.0113	0.0007
O	-0.0106	0.0106	-0.0004
O	-0.0009	0.0117	0.0109
O	0.001	0.0042	0.0019
O	0.0024	0.001	0.0028
O	0.0031	-0.0031	-0.0015
O	0.0002	0.0046	-0.0037
O	-0.001	-0.0021	0.0013
O	0.001	0.0006	-0.0008
O	-0.0024	-0.0031	-0.0054
O	-0.0017	0.0009	0.0017
O	0.0019	0.0017	0.0007
O	-0.0033	0.0056	-0.0038
O	0.0005	0.0018	-0.0068
O	0.0006	0.0065	0.0052
Si	-0.0023	-0.0016	0.0131
Si	0.0273	-0.0379	-0.0219
Si	0.0007	0.0032	-0.001
Si	-0.0011	-0.0017	-0.0009
Si	0.0013	0.0021	-0.0076
Si	-0.0029	0.0019	0.0002
Si	-0.0015	0.0011	-0.0071
Si	0.0024	-0.0014	-0.0029
Si	0.0001	0.0051	-0.0058
Si	-0.0031	-0.0005	0.003
Si	0.0013	0.0062	0.0001
Si	0.0011	-0.002	0.0038
Si	-0.0002	-0.0028	-0.0076
Si	-0.0045	0.0025	-0.0021
Si	0.0052	-0.0019	0.0037
Si	-0.0025	0.0012	-0.0044
Si	0.0026	0.0019	-0.0033
Si	-0.0056	0.0001	0.0023
Si	-0.003	0	-0.0042
Si	-0.0039	0.0022	0.0019
Si	0.006	-0.0028	0.0012
Si	-0.0003	-0.0085	0.0022
Si	-0.0027	0.0023	0.0035
Si	-0.0064	-0.0037	-0.0196
Si	-0.0016	0.0035	0.0005
Si	-0.0059	-0.0039	0.0092
Si	-0.0022	0.0037	0.0007
Si	-0.0005	0.0002	0.0031
Si	0.0178	-0.0051	-0.0189
Si	-0.0033	0.0026	-0.0068
Si	-0.0033	0.0332	-0.0269
Si	0.0011	-0.0032	-0.0058
Si	-0.0012	-0.0027	0.0015
Si	-0.0045	-0.0016	-0.001
Si	-0.0006	0.0025	-0.0014
Si	-0.0095	-0.0001	-0.0056
Si	0.0038	-0.0027	-0.0032
Si	-0.0014	0.0029	-0.0002
O	-0.0011	-0.0013	-0.0026
O	-0.0003	-0.0031	0.0032
O	-0.0026	-0.0025	-0.0035
O	-0.0036	0.0009	0.0014
O	-0.0028	0.0006	0.0007
O	-0.0319	-0.0106	-0.0136
O	0.0012	-0.0013	-0.0003
O	-0.0023	0.0007	0.0051
O	0.0004	0.0013	-0.0011
O	-0.0006	0.0009	0.0024
O	-0.0144	-0.0037	0.0096
O	0.0199	-0.0064	-0.0065
O	-0.0002	0.0005	0.0003
O	-0.0198	0.0364	0.0157
O	-0.0022	0.002	0.0004
O	-0.0009	0.0008	-0.0008
O	0.0089	-0.0155	0.0005
O	-0.0003	-0.0024	0.0016
O	-0.0009	0.0005	-0.0031
O	-0.0028	-0.001	-0.0003
O	-0.0009	0.0019	-0.0012
O	-0.0007	0.0004	-0.0024
O	0.0027	0.0001	-0.0015
O	0.0007	-0.0009	0.0011
O	-0.001	0.0042	0.0019
O	0.0015	0.0019	0.0029
O	-0.0003	-0.0014	-0.0018
O	0.0012	-0.0012	0.0005
O	0.004	0.0031	-0.0023
O	0.0132	-0.0113	0.0139
O	0.0076	0.0073	-0.019
O	-0.0036	0.0005	0.0048
O	0.0008	-0.0009	0.0061
O	-0.0076	0.0042	-0.0002
O	0.0031	-0.0028	0.004
O	-0.0008	-0.0001	0.0001
O	-0.0037	0.0037	0.0028
O	-0.0035	-0.0014	-0.0012
O	0.0003	-0.0017	-0.001
O	-0.0005	0.0006	0.0018
O	-0.0001	0.0007	0.0013
O	-0.0005	0.0013	0.006
O	-0.0003	0.0003	0.0032
O	-0.0032	0.0034	-0.0029
O	-0.0009	0.003	0.0037
O	0.0021	0.0042	-0.0009
O	-0.0008	-0.0019	-0.0028
O	-0.0009	0.0022	-0.0011
O	0.001	0.0001	-0.0024
O	-0.0126	-0.0017	0.0003
O	0.0005	0.0002	-0.001
O	0	-0.001	0.0008
O	-0.0003	-0.0007	0.0007
O	-0.0022	0.001	-0.0004
O	-0.0008	-0.0003	0.0023
O	-0.0012	-0.0017	0.0009
O	-0.0012	-0.0052	-0.002
O	0.001	0.0009	-0.0046
O	-0.0012	-0.0008	0.0034
O	0.0018	0.0007	0.003
O	-0.0013	0.0016	0.0028
O	-0.0017	0.0001	-0.0004
O	-0.001	-0.002	-0.0012
O	0.0002	-0.0005	0.0036
O	-0.0049	0.0006	0.0023
O	0.0367	0.0154	0.0702
O	0.0004	-0.0041	-0.0016
O	-0.0103	-0.0262	-0.0048
O	-0.003	-0.0011	0.0013
O	0.0021	0.0064	-0.0065

The program warned: the cutoff lies below the one the program advises for these potential files; the exchange-correlation potential is rough where the density is thin.
